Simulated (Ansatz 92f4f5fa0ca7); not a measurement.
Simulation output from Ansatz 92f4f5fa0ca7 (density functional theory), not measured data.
Periodic cell of 297 atoms, Si195O102, from a study of silicon, its oxide and their interface. The atomic structure is a simulated model.
Doubt: the cutoff is far below the 930 eV that the study's wrapper takes by default for these files, so forces and energies are approximate.
This geometry differs little from another in the collection (a relaxation step or a small displacement).

Settings: functional PBE; potential files Ansatz PAW; basis plane waves; wave-function cutoff 580 eV; density cutoff ratio 5; exchange-correlation grid ratio 1; k mesh 1 x 1 x 1, Gamma-centred; self-consistency stop 5e-08 eV per atom in the density residual; occupations fixed; spin none; net charge 0.

Cell vectors (angstrom)
a	11.6015	0	0
b	0	10.938	0
c	0	0	41.585

Atoms: element, x, y, z (angstrom)
Si	0	0	0.9665
Si	3.8672	0	0.9665
Si	7.7343	0	0.9665
Si	1.9336	1.3673	0.9665
Si	5.8008	1.3673	0.9665
Si	9.6679	1.3673	0.9665
Si	0	5.469	0.9665
Si	3.8672	5.469	0.9665
Si	7.7343	5.469	0.9665
Si	1.9336	6.8362	0.9665
Si	5.8008	6.8362	0.9665
Si	9.6679	6.8362	0.9665
Si	1.9336	2.7345	40.6179
Si	5.8008	2.7345	40.6179
Si	9.6679	2.7345	40.6179
Si	0	4.1018	40.6179
Si	3.8672	4.1018	40.6179
Si	7.7343	4.1018	40.6179
Si	1.9336	8.2035	40.6179
Si	5.8008	8.2035	40.6179
Si	9.6679	8.2035	40.6179
Si	0	9.5708	40.6179
Si	3.8672	9.5708	40.6179
Si	7.7343	9.5708	40.6179
Si	0	0	4.8337
Si	3.8672	0	4.8337
Si	7.7343	0	4.8337
Si	1.9336	1.3673	4.8337
Si	5.8008	1.3673	4.8337
Si	9.6679	1.3673	4.8337
Si	0	5.469	4.8337
Si	3.8672	5.469	4.8337
Si	7.7343	5.469	4.8337
Si	1.9336	6.8362	4.8337
Si	5.8008	6.8362	4.8337
Si	9.6679	6.8362	4.8337
Si	1.9336	2.7345	2.9001
Si	5.8008	2.7345	2.9001
Si	9.6679	2.7345	2.9001
Si	0	4.1018	2.9001
Si	3.8672	4.1018	2.9001
Si	7.7343	4.1018	2.9001
Si	1.9336	8.2035	2.9001
Si	5.8008	8.2035	2.9001
Si	9.6679	8.2035	2.9001
Si	0	9.5708	2.9001
Si	3.8672	9.5708	2.9001
Si	7.7343	9.5708	2.9001
Si	-1.6242	1.1485	31.1119
Si	3.9562	-0.3136	30.8544
Si	8.0812	-0.1289	30.7206
Si	0.2645	-0.1558	30.9758
Si	5.43	1.4887	30.8308
Si	13.7423	1.1982	30.9637
Si	-1.5009	6.8938	30.8556
Si	3.0327	6.0563	29.6823
Si	5.8651	6.6558	30.2465
Si	2.2472	6.0017	31.7785
Si	7.912	4.7539	30.6749
Si	11.7131	5.199	31.0694
Si	1.8613	2.5959	32.929
Si	5.4818	2.8099	32.81
Si	9.5599	2.5124	32.9903
Si	-0.1353	3.8734	32.9705
Si	3.5319	4.258	32.9692
Si	7.6073	3.8274	32.8119
Si	2.0649	7.9912	33.0306
Si	5.8586	8.0904	32.9949
Si	9.8195	8.2423	32.7894
Si	0.21	9.4326	32.9032
Si	3.9386	9.4275	32.9017
Si	7.7862	9.4856	32.7217
Si	0.0447	-0.0982	34.8185
Si	3.866	-0.0603	34.8011
Si	7.6715	-0.0724	34.7048
Si	1.9376	1.2817	34.8623
Si	5.7299	1.3752	34.7297
Si	9.6521	1.1879	34.8813
Si	0.0055	5.4025	34.8092
Si	3.8557	5.4421	34.9581
Si	7.7507	5.3711	34.686
Si	1.9371	6.7751	35.0049
Si	5.8364	6.7499	34.9067
Si	9.6851	6.7828	34.6933
Si	1.9396	2.7136	36.7539
Si	5.8265	2.6946	36.7207
Si	9.6686	2.6808	36.7398
Si	-0.0083	4.0649	36.7553
Si	3.8912	4.0393	36.8127
Si	7.7574	4.0814	36.7019
Si	1.9044	8.2223	36.8242
Si	5.8002	8.1816	36.7773
Si	9.6269	8.1521	36.684
Si	-0.0415	9.5291	36.7713
Si	3.8634	9.5402	36.7563
Si	7.7014	9.5608	36.7122
Si	0	0	38.6843
Si	3.8672	0	38.6843
Si	7.7343	0	38.6843
Si	1.9336	1.3673	38.6843
Si	5.8008	1.3673	38.6843
Si	9.6679	1.3673	38.6843
Si	0	5.469	38.6843
Si	3.8672	5.469	38.6843
Si	7.7343	5.469	38.6843
Si	1.9336	6.8362	38.6843
Si	5.8008	6.8362	38.6843
Si	9.6679	6.8362	38.6843
Si	1.9511	2.7442	6.7838
Si	5.8047	2.7448	6.735
Si	9.633	2.7271	6.7802
Si	-0.0187	4.0406	6.6834
Si	3.8811	4.097	6.76
Si	7.7351	4.1259	6.7996
Si	1.963	8.2961	6.7063
Si	5.8064	8.2904	6.7279
Si	9.6745	8.2686	6.7688
Si	0.0009	9.6517	6.7926
Si	3.8752	9.6672	6.8214
Si	7.7604	9.6333	6.8177
Si	-0.0301	0.2064	8.6768
Si	3.8203	0.0666	8.842
Si	7.7602	0.0534	8.8052
Si	1.9232	1.514	8.8172
Si	5.8369	1.3933	8.6562
Si	9.6282	1.5717	8.8585
Si	-0.0052	5.5547	8.4318
Si	3.9184	5.4743	8.6833
Si	7.7444	5.5609	8.7208
Si	1.9657	6.805	8.4888
Si	5.8161	6.8653	8.5766
Si	9.6856	6.9049	8.6891
Si	1.9081	3.0675	10.6793
Si	5.9789	2.7687	10.5473
Si	9.6852	3.2372	10.6889
Si	0.0835	4.5297	10.4818
Si	4.0249	4.0432	10.604
Si	7.6903	4.5293	10.8479
Si	1.8195	7.9975	10.4579
Si	5.6457	8.2119	10.4578
Si	8.5335	8.6354	12.2044
Si	0.152	9.5959	10.387
Si	3.6903	9.3864	10.6384
Si	7.1437	10.0208	10.8978
Si	0.1291	-0.2921	12.4409
Si	4.1204	-0.9878	12.8911
Si	7.338	1.6183	14.0827
Si	1.3822	2.3695	12.8664
Si	6.1753	0.9983	12.1433
Si	10.0351	2.1594	12.73
Si	0.329	6.5559	11.7062
Si	4.188	5.5701	13.432
Si	10.2174	7.9353	10.7738
Si	1.1339	6.3067	13.882
Si	5.4374	7.3668	12.6558
Si	7.5784	6.4644	12.6752
O	2.9322	9.8296	13.994
O	6.4654	2.6981	14.9376
O	-1.7925	6.4623	18.4988
O	12.9977	11.6851	12.623
O	4.7388	11.4744	12.8999
O	16.8807	8.8638	13.4078
O	7.5322	8.511	15.5913
O	4.9852	4.9078	14.7115
O	-3.4231	6.181	14.2198
O	7.4254	11.148	14.9275
O	0.1631	5.3589	14.8028
O	10.3149	11.493	12.4701
O	11.7427	10.091	29.4612
O	10.3067	1.9983	29.7305
O	6.4605	5.1567	30.0192
O	6.857	7.8057	29.7255
O	3.9871	9.7425	29.4216
O	3.233	4.4583	29.486
O	6.991	1.0847	30.5014
O	-2.8223	4.08	29.4664
O	8.1533	9.967	29.2936
O	1.9819	6.6954	28.5945
O	17.2382	6.905	31.8355
O	10.2275	7.3372	29.2683
Si	7.0342	5.1166	17.8746
Si	2.4607	2.8366	15.7465
Si	1.4077	11.1033	17.1383
Si	7.3418	8.7692	28.5234
Si	11.8275	9.5617	21.4727
Si	1.5162	2.2726	24.7112
Si	5.7133	6.2617	20.5701
Si	1.5554	9.2701	14.6486
Si	1.4615	5.8578	23.1145
Si	2.5145	6.998	27.0701
Si	5.3852	3.6517	15.6946
Si	2.5884	10.528	26.0535
Si	2.5228	10.4552	19.9462
Si	9.2605	2.8777	21.9006
Si	7.8989	5.4424	22.6233
Si	2.0749	2.2072	21.5819
Si	10.234	3.4563	29.0414
Si	9.8339	7.8075	23.01
Si	4.7749	9.1125	21.3532
Si	3.5093	2.9614	28.9671
Si	9.9404	7.6751	27.691
Si	8.2457	7.027	15.6261
Si	-0.9279	7.3075	17.4044
Si	4.4176	9.4428	27.8565
Si	3.5959	4.1059	26.1383
Si	9.448	0.3315	20.433
Si	11.6346	10.2525	27.8395
Si	10.5032	1.9568	26.427
Si	4.0472	4.2676	22.1385
Si	11.6218	4.2397	21.0639
Si	10.2179	10.3017	17.654
Si	9.8827	15.7616	18.4357
Si	8.1005	1.4817	24.4465
Si	8.367	9.8304	15.0902
Si	7.5923	-0.9453	22.6684
Si	11.9927	5.0401	16.3952
Si	11.5242	6.7951	25.3917
Si	6.1766	3.9299	24.4218
Si	2.3163	8.9462	23.3907
O	9.2487	-0.1578	18.8814
O	6.824	6.304	21.764
O	10.6936	4.305	17.0906
O	8.3506	15.2082	18.3853
O	1.1864	3.1956	20.6408
O	3.6692	8.9908	22.5221
O	2.1274	11.699	20.9024
O	1.4625	9.8012	16.1703
O	4.0414	2.8306	16.086
O	-0.1282	11.3361	17.6358
O	3.6637	8.1462	27.1942
O	5.3167	3.8814	23.0536
O	1.4598	2.1422	23.0905
O	7.4867	0.0369	23.9829
O	6.1061	-1.3289	22.1401
O	3.999	10.6821	26.8692
O	2.4186	10.8551	18.38
O	3.5739	2.8199	21.5836
O	5.1363	4.2589	25.6185
O	0.4966	6.4997	17.179
O	0.6443	5.6	21.7157
O	9.0978	1.466	25.74
O	10.7253	7.8278	24.3885
O	2.2172	0.9706	25.341
O	0.4846	5.5539	24.4329
O	10.465	6.5078	26.6407
O	1.069	9.8691	22.8526
O	10.6974	3.5587	22.2075
O	10.2877	3.2462	27.4252
O	3.5842	3.0265	27.3572
O	8.5055	8.7371	23.1682
O	1.8192	1.4773	16.3116
O	1.5065	10.0959	27.188
O	2.4939	3.5183	25.0959
O	11.6	2.4009	25.2981
O	8.9889	1.9546	23.1859
O	4.5255	5.1995	20.9012
O	8.33	7.9489	27.5172
O	11.44	2.7882	13.3277
O	6.0378	9.3001	27.719
O	7.468	6.2236	16.7783
O	3.1778	5.6246	26.5154
O	2.704	9.4097	24.882
O	1.7308	4.1125	16.483
O	-0.8978	4.431	19.7583
O	2.866	5.0329	22.979
O	1.8311	7.4111	23.2855
O	12.9937	9.2925	20.3242
O	9.2877	6.2891	22.7444
O	8.2807	-0.3097	21.3447
O	-2.307	1.9563	20.5478
O	5.9922	4.126	17.1263
O	10.691	9.0561	27.2906
O	-1.7736	7.2655	15.9946
O	10.8331	19.7513	17.9616
O	4.0909	10.086	20.2255
O	11.0362	0.7265	27.3343
O	8.1486	4.0621	21.7724
O	6.8685	2.4977	24.7539
O	10.9205	10.8383	21.0076
O	6.3436	5.8721	19.1304
O	5.0748	7.7491	20.5222
O	10.7864	8.3203	21.7654
O	1.2537	7.4092	26.1309
O	7.3349	5.0704	24.1325
O	9.4784	10.2715	16.2065
O	14.1899	5.5709	13.7174
O	8.9995	-1.6003	13.6498
O	1.5208	7.6557	14.7158
O	0.2402	9.686	13.7647
O	4.4814	6.7789	29.4217
O	4.9294	2.4074	29.5503
O	2.3295	2.8169	14.1119
O	-2.9612	6.162	31.0862
O	2.2703	12.9623	29.4994
O	16.0062	4.6673	12.0914
O	-0.1249	15.3195	29.6049
O	8.8289	2.2885	13.8349

Results
free energy: -181968.874 eV
free energy less fixed offsets of O -568.88, Si -635.61 eV per atom: 0.836 eV

Forces (eV/angstrom), in the order of the atoms: element, x, y, z
Si	-0.005	0.0301	0.0119
Si	-0.0004	0.0669	0.0168
Si	0.0068	0.0827	0.0184
Si	-0.0012	-0.0487	0.0013
Si	-0.0027	-0.0229	-0.0246
Si	0.0017	-0.042	-0.0003
Si	0.0166	-0.0008	-0.0097
Si	-0.0132	0.0189	0.0174
Si	-0.0064	0.0944	0.0019
Si	0.004	0.0383	-0.0103
Si	-0.0085	-0.0027	-0.0032
Si	0.0095	-0.0828	-0.0142
Si	-0.0005	0.0365	0.0116
Si	-0.0052	0.0531	-0.0158
Si	-0.0114	0.0372	-0.0002
Si	-0.0222	-0.0011	0.0025
Si	0.0004	0.0227	0.0302
Si	-0.0014	-0.0938	-0.0143
Si	-0.0085	-0.0739	0.0616
Si	0.0142	-0.0157	0.0264
Si	0.0004	0.0908	0.0031
Si	0.0094	-0.0345	-0.0257
Si	0.0024	-0.0658	-0.0142
Si	-0.0002	-0.0987	-0.0468
Si	-0.0141	0.1555	-0.1286
Si	0.0302	0.2566	0.0709
Si	0.0299	0.1839	0.1096
Si	0.0598	-0.055	0.1224
Si	0.0394	-0.0224	-0.259
Si	-0.1131	-0.1224	0.0576
Si	-0.04	0.0168	-0.2677
Si	0.015	0.0938	0.0915
Si	-0.0156	0.1117	0.1995
Si	0.0158	0.2223	-0.121
Si	0.0072	0.2317	-0.052
Si	0.0304	0.1076	0.2055
Si	-0.01	0.0882	0.0585
Si	0.0059	0.0161	0.0291
Si	0.019	0.0915	0.072
Si	0.0141	0.0757	-0.0953
Si	0.0094	-0.0174	-0.0381
Si	-0.0134	-0.0835	-0.0277
Si	-0.0118	-0.0839	-0.058
Si	0.0019	-0.0365	-0.0515
Si	0.0031	0.0606	-0.007
Si	0.0137	-0.0305	0.0072
Si	0.0108	-0.1096	0.0519
Si	-0.025	-0.1173	0.0535
Si	-0.0022	0.0043	-0.0115
Si	0.006	0.0057	-0.0035
Si	0.0008	0.0114	0.0004
Si	-0.0002	-0.0005	0.0057
Si	0.0204	-0.015	0.0072
Si	-0.0018	0.0051	-0.0013
Si	-0.0119	-0.0154	-0.0193
Si	0.0079	-0.007	-0.0103
Si	-0.0509	-0.0372	-0.0225
Si	-0.0026	-0.0088	0.0067
Si	0.0262	-0.0164	0.0015
Si	0.0001	-0.0042	0.0028
Si	0.0054	-0.0094	-0.0044
Si	0.0158	-0.0149	-0.0072
Si	-0.0169	-0.0119	-0.0015
Si	0.0129	0.0204	-0.0063
Si	-0.0154	0.0204	-0.0033
Si	-0.0012	0.0003	0.0075
Si	0	-0.0028	0.002
Si	0.003	0.0087	-0.0093
Si	0.0019	0.0121	0.01
Si	-0.0003	-0.0046	-0.0118
Si	0.0005	0.0022	0.0055
Si	-0.0073	-0.0097	-0.0034
Si	-0.004	-0.0021	0.006
Si	-0.0018	-0.0019	0.0017
Si	-0.0023	0.003	0.0005
Si	0.0063	0.0043	0.0071
Si	-0.0017	-0.0002	0.0013
Si	0.0016	0.0051	0.0052
Si	0.0037	-0.0046	0.0024
Si	-0.0018	-0.0086	0.0016
Si	-0.0019	-0.0053	0.0014
Si	-0.0048	0.0037	0.0002
Si	0.0034	0.0078	-0.0005
Si	-0.0013	0.0017	-0.0002
Si	-0.003	-0.0043	-0.0039
Si	0.0007	-0.0008	-0.0023
Si	0.0024	-0.0037	-0.0038
Si	-0.0005	0.0016	-0.0008
Si	0.0017	0.0017	-0.0036
Si	-0.0003	0.003	-0.0032
Si	0.0025	-0.0049	-0.0009
Si	-0.0022	-0.0032	-0.0017
Si	-0.0003	-0.0007	-0.0025
Si	-0.0017	0.0034	-0.0025
Si	-0.0011	0.0039	-0.0014
Si	0.0038	0.0042	0.0005
Si	-0.1293	0.006	-0.0113
Si	0.0257	0.0264	-0.0726
Si	0.0117	-0.0471	-0.1891
Si	-0.0168	-0.1531	0.0222
Si	0.0974	-0.1191	-0.0933
Si	0.0004	-0.1153	0.1498
Si	-0.0125	-0.0838	-0.0813
Si	0.0418	-0.0383	0.1881
Si	0.0426	-0.1125	-0.2621
Si	0.0015	-0.1519	0.3418
Si	-0.0095	-0.1375	0.2181
Si	-0.0928	-0.0462	-0.2342
Si	-0.0014	-0.0067	0.0005
Si	0.0053	0.0008	0.0004
Si	-0.0027	0.0008	0.0023
Si	0	0.0009	0.0014
Si	-0.0049	0.0062	-0.001
Si	-0.0003	-0.0037	-0.0045
Si	-0.0042	0.0009	0.004
Si	-0.001	-0.0023	0.0014
Si	0.0037	-0.0006	-0.0038
Si	-0.0006	0.0042	-0.0003
Si	0.0042	0.0006	-0.0001
Si	-0.0005	-0.0011	0.0016
Si	0.0051	-0.0089	0.0115
Si	-0.0006	0.0046	-0.0001
Si	0.0098	0.0067	-0.0133
Si	-0.0003	0.0027	0.0022
Si	0.0006	-0.0163	-0.0103
Si	0.001	-0.0048	-0.0075
Si	-0.0018	0.0036	-0.0155
Si	-0.0057	-0.0056	0.0085
Si	-0.0004	0.0035	0.0064
Si	0.0034	-0.001	-0.0057
Si	-0.0045	0.0008	0.0006
Si	0.0034	-0.0071	-0.0125
Si	0.0045	0.002	-0.0097
Si	-0.0091	0.0192	0.0142
Si	-0.0016	0.0101	0.0025
Si	0.0028	-0.0051	0.0275
Si	0.0105	0.0113	0.0196
Si	0.0081	-0.003	-0.0018
Si	0.0087	0.0169	0.0095
Si	0.011	-0.0128	0.0007
Si	0.051	-0.0248	-0.0453
Si	0.0141	0.0198	-0.036
Si	-0.0306	-0.0014	0.0029
Si	0.0003	-0.0028	0.0191
Si	-0.0141	-0.0214	0.0355
Si	0.0032	0.0021	0.0162
Si	0.002	0.0034	0.0023
Si	-0.0047	0.0052	-0.0038
Si	0.0007	-0.0127	-0.0078
Si	0.0016	-0.0103	0.0046
Si	-0.0053	-0.013	-0.0163
Si	-0.0198	0.0446	-0.0104
Si	-0.003	0.031	0.0244
Si	0.0788	0.0537	0.058
Si	-0.053	-0.0511	0.0077
Si	-0.0218	0.0437	-0.0042
O	-0.0445	-0.0193	0.014
O	0.0044	-0.0044	-0.0039
O	0.0007	-0.0002	-0.0004
O	-0.0007	0.0004	0.0055
O	-0.0006	-0.0065	-0.0022
O	0.0137	0.022	0.0027
O	-0.0016	0.0018	0.0017
O	0.0092	-0.0135	0.0125
O	-0.001	-0.0077	0.0123
O	-0.0057	0.0034	0.0025
O	-0.0023	0.0052	-0.0072
O	0.0155	-0.0206	-0.0052
O	0.0005	-0.0039	-0.001
O	-0.0025	0.0311	-0.0091
O	-0.009	-0.0304	-0.0219
O	0.0388	0.0503	0.0449
O	-0.0026	0.0022	0.0041
O	0.0076	-0.0123	-0.0103
O	-0.0214	0.0024	-0.0036
O	0.0324	-0.0012	-0.0021
O	0.0253	0.0379	0.012
O	0.0064	-0.0044	0.0083
O	-0.0183	-0.0191	0.0638
O	0.0029	-0.0009	0.0145
Si	0.0007	-0.0008	-0.0024
Si	-0.0031	-0.0014	0.0082
Si	0.0046	0	0.0052
Si	-0.0065	0.0149	-0.0468
Si	0.0014	0.0003	-0.0004
Si	-0.0002	-0.0027	0.0017
Si	-0.0014	0.0005	-0.0039
Si	-0.0294	-0.0867	-0.0144
Si	-0.0001	-0.0021	0.0014
Si	0.0009	-0.0001	0.0005
Si	-0.0066	0.0061	0.0031
Si	0.0027	0.0012	0.0043
Si	-0.0031	0.0022	-0.0008
Si	-0.0006	-0.0018	-0.0004
Si	-0.0012	-0.0015	0.0008
Si	-0.0014	0.0015	-0.0006
Si	-0.0309	-0.0159	0.0248
Si	0.0019	0.0009	0.0023
Si	-0.0047	-0.0057	0.0061
Si	0.001	0.0079	0.0008
Si	0.0029	-0.0023	-0.0054
Si	-0.0001	-0.0083	-0.0065
Si	-0.0013	-0.0021	0.0001
Si	0.0073	0.003	-0.0019
Si	0.0017	0.003	0.002
Si	0.0004	-0.0003	-0.0018
Si	0.0033	-0.0011	-0.0011
Si	0.001	-0.0017	-0.0006
Si	-0.0006	-0.0007	0.0002
Si	0.0029	-0.001	-0.0028
Si	0.0027	-0.0004	-0.0011
Si	-0.0008	0.0019	-0.0048
Si	-0.0003	-0.0001	0.0017
Si	0.004	-0.0069	-0.0057
Si	0.0009	0.0011	0.0017
Si	0.0028	0.0068	0.0065
Si	0.0003	-0.0005	0.0044
Si	-0.0031	-0.0009	0.0018
Si	0.0072	-0.002	-0.0024
O	-0.0013	-0.0003	0.0006
O	-0.001	0.0007	0.0006
O	-0.0021	-0.0007	-0.0001
O	-0.0009	0.0011	-0.0004
O	-0.0023	0.0018	0.0005
O	-0.0007	-0.0036	-0.0051
O	0.0009	-0.0032	-0.0034
O	-0.0086	-0.0192	-0.055
O	-0.0004	-0.001	-0.0007
O	-0.0003	-0.0043	0.0003
O	-0.0036	-0.0027	-0.0035
O	0.0004	-0.0001	0.0008
O	-0.0004	0	-0.0002
O	-0.0002	-0.0018	-0.0007
O	-0.0061	-0.0029	-0.0024
O	-0.0017	-0.0016	-0.0012
O	-0.0074	-0.0008	-0.0088
O	0.0011	0.0005	0.0005
O	-0.0024	-0.0014	-0.0005
O	-0.0011	0.0006	-0.0017
O	-0.0008	-0.0028	-0.0006
O	-0.0011	-0.0006	-0.0021
O	-0.0018	0.0002	-0.0019
O	-0.0003	0.0002	-0.002
O	0.0014	0.0007	-0.0022
O	0.0029	0.0011	-0.0008
O	0.0003	-0.0026	-0.001
O	0.0002	-0.0011	0.0008
O	0.0006	0.0012	0.0062
O	-0.0041	0.005	0.0168
O	-0.001	0.0002	0.0004
O	0.0003	0.0042	0.0005
O	-0.0016	-0.0003	0.0007
O	0.0012	0.0002	-0.0013
O	0.0005	-0.0003	-0.0006
O	0.001	0.0003	-0.0013
O	0.0015	0.0026	-0.0007
O	0.0073	-0.013	-0.0248
O	0.0081	-0.0032	0.0035
O	-0.0078	0.0036	-0.0072
O	-0.0005	-0.0002	0.0011
O	0.0012	-0.0028	-0.0017
O	-0.0005	-0.0032	-0.0056
O	0.0081	-0.0047	-0.0046
O	0.0018	-0.0015	0.004
O	-0.001	0.0001	-0.0006
O	0.0018	0.0077	0.0009
O	-0.0008	-0.0008	0.0006
O	-0.0013	-0.0012	-0.0008
O	-0.0016	-0.0003	-0.0002
O	-0.0013	-0.0005	0.0004
O	0.0002	-0.0017	0.0001
O	0.0024	0.0032	-0.0009
O	-0.0032	-0.0007	0.0011
O	-0.0015	0.0015	0.0012
O	0.0029	-0.0026	0.0033
O	-0.001	0.0003	0.0007
O	0.0005	0.0002	-0.0005
O	-0.0002	0.0001	-0.0006
O	-0.0006	-0.0008	0.0002
O	-0.0019	0.0001	0.0038
O	0.0012	0.0058	0.0058
O	-0.0011	0	-0.0008
O	-0.0015	-0.0012	-0.0021
O	0.0006	0.0001	-0.0013
O	0.0004	0.0017	0.0021
O	-0.0889	-0.0052	0.0091
O	0.0002	0.0131	0.02
O	-0.0074	0.0556	-0.0673
O	0.0925	0.0025	0.0128
O	-0.0134	-0.0106	-0.0011
O	-0.0181	0.0082	-0.0057
O	-0.0024	0.0029	0.0058
O	0.0161	0.0003	-0.0036
O	0.0107	0.0081	-0.0026
O	0.017	-0.0157	-0.0229
O	-0.0074	-0.0013	0.0033
O	-0.0064	0.0041	0.0036

The program warned: the cutoff lies below the one the program advises for these potential files; the exchange-correlation potential is rough where the density is thin.
